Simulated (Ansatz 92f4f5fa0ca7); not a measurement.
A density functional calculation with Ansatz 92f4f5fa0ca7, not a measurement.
Periodic cell of 215 atoms, Si132O82As1, from a study of silicon, its oxide and their interface. The atomic structure is a simulated model.
Doubt: the cutoff is far below the 930 eV that the study's wrapper takes by default for these files, so forces and energies are approximate.
This geometry differs little from another in the collection (a relaxation step or a small displacement).

Settings: functional PBE; potential files Ansatz PAW; basis plane waves; wave-function cutoff 580 eV; density cutoff ratio 5; exchange-correlation grid ratio 1; k mesh 1 x 1 x 1, Gamma-centred; self-consistency stop 5e-08 eV per atom in the density residual; occupations fixed; spin none; net charge +1 e, with a uniform compensating background and no finite-size correction.

Cell vectors (angstrom)
a  10.938  0  0
b  0  10.938  0
c  0  0  31.5432

Atoms and the computed forces on them: element, x, y, z (angstrom), force x, y, z (eV/angstrom)
Si  10.4461  0.5778  24.3279  -0.0356  0.0223  0.0426
Si  6.0449  10.5059  24.1323  -0.0048  -0.0249  0.0471
Si  2.1323  3.2452  24.0651  0.0028  0.0167  0.0494
Si  8.6939  2.2527  24.2954  0.0388  -0.0319  0.0381
Si  0.5067  5.0525  24.1398  0.006  -0.0157  0.038
Si  5.0546  5.8859  24.1806  -0.0457  0.0294  0.0408
Si  3.401  7.659  24.1488  0.0488  -0.031  0.0494
Si  7.8292  8.8331  23.9632  -0.0223  0.0005  0.048
Si  1.348  1.4842  25.45  -0.0175  0.0055  -0.0219
Si  6.9193  1.2949  25.4955  0.0071  -0.0073  -0.0108
Si  4.0249  4.0979  25.316  0.0005  0.0122  -0.0126
Si  9.6914  4.0823  25.4075  0.0018  0.0063  -0.0099
Si  1.5138  6.7928  25.3595  -0.045  0.039  0.0017
Si  6.8889  6.9683  25.2251  0.0213  -0.0079  -0.0115
Si  4.2362  9.5349  25.3378  0.0158  -0.0097  -0.0249
Si  9.5055  9.6532  25.4247  0.0339  -0.0262  -0.0094
Si  2.785  0.0093  26.6278  -0.0095  -0.0172  0.0637
Si  8.222  -0.025  26.9491  0.0263  0.0534  -0.126
Si  0.0191  2.761  26.9207  -0.0198  -0.0215  -0.1355
Si  5.448  2.7314  26.6501  -0.0009  0.0068  0.0532
Si  2.7656  5.4326  26.8396  0.0438  0.0157  -0.0811
Si  8.1923  5.4826  26.5712  -0.0368  -0.0121  0.0428
Si  0.0779  8.2531  26.6019  0.0587  0.0334  -0.0196
Si  5.5531  8.198  26.7935  -0.0429  -0.0228  -0.0628
Si  4.1103  1.368  28.0711  0.0049  -0.0153  -0.0322
Si  9.5948  1.3689  28.2258  0.0042  -0.0024  0.1912
Si  1.4016  4.1075  28.2142  0.0071  0.0368  0.1764
Si  6.8288  4.1234  28.0332  0.0047  0.0187  -0.06
Si  4.1583  6.8208  28.1367  0.0455  -0.0011  0.0702
As  9.6004  6.851  28.0469  -0.024  -0.0176  0.0163
Si  1.4049  9.601  28.0599  0.0032  -0.01  -0.0624
Si  6.8414  9.5468  28.2185  -0.0343  -0.0528  0.176
Si  0.0541  -0.0131  29.5281  -0.0217  0.0191  -0.018
Si  5.4454  0.014  29.4985  -0.0003  0.0027  -0.0212
Si  2.771  2.7055  29.53  -0.0033  0.0044  -0.016
Si  8.1713  2.7641  29.4735  0.0203  -0.0162  -0.0079
Si  0.0243  5.467  29.5454  0.0004  -0.0124  0.0076
Si  5.5027  5.4466  29.5036  -0.0145  0.016  -0.0049
Si  2.7605  8.2162  29.4447  -0.0163  0.0074  0.0066
Si  8.2162  8.2017  29.5787  -0.0182  -0.0028  0.0047
Si  1.4001  1.3559  30.9113  -0.0135  0.0027  0.0066
Si  6.8136  1.383  30.844  0.0111  -0.0111  0.0037
Si  4.1285  4.0835  30.8882  0.0048  0.0123  0.0055
Si  9.5312  4.1125  30.8579  0.0258  -0.0042  -0.005
Si  1.3835  6.8838  30.8456  0.0086  -0.0135  -0.007
Si  6.8601  6.7834  30.912  0.0018  0.026  -0.0031
Si  4.0899  9.5803  30.8519  0.0108  -0.0097  0.0036
Si  9.6263  9.5596  30.9102  -0.0135  0.0018  -0.0049
Si  2.7512  -0.0288  0.7317  -0.0128  0.0037  -0.0053
Si  8.1739  0.0035  0.6675  0.0204  0.0049  -0.0021
Si  -0.0211  2.7489  0.6786  -0.0097  -0.0073  -0.0035
Si  5.4786  2.709  0.7232  -0.0073  0.0126  -0.0056
Si  2.7158  5.4731  0.6686  0.0074  0.0048  0.0026
Si  8.2192  5.4318  0.7555  -0.0104  0.0116  -0.0045
Si  0.0383  8.1812  0.7386  -0.0118  0.0057  -0.0022
Si  5.4663  8.219  0.674  -0.0015  -0.029  -0.0016
Si  4.1169  1.3367  2.0892  0.0025  -0.0009  0.0119
Si  9.5259  1.3788  2.0334  0.017  -0.0224  0.0325
Si  1.3238  4.1326  2.0546  0.0147  -0.0168  0.004
Si  6.8456  4.0492  2.1024  -0.0054  0.006  0.0198
Si  4.0758  6.8581  2.0294  0.0218  -0.007  0.03
Si  9.6068  6.8009  2.0924  -0.008  0.0057  0.0018
Si  1.3871  9.5529  2.1059  0.0125  -0.0047  0.0175
Si  6.8272  9.5713  2.0685  -0.0087  0.0054  -0.0029
Si  -0.0496  -0.0056  3.3652  -0.077  0.0008  -0.1738
Si  5.47  -0.0225  3.5065  0.0025  -0.0071  0.0391
Si  2.6914  2.725  3.3591  -0.033  -0.0072  -0.1995
Si  8.19  2.6814  3.5203  0.006  -0.0305  0.0248
Si  -0.0115  5.4557  3.5401  -0.0091  0.0091  0.053
Si  5.4444  5.4697  3.3515  -0.0132  0.0433  -0.2161
Si  2.749  8.19  3.5069  0.0098  -0.0099  0.0201
Si  8.2209  8.1849  3.393  0.0381  0.0063  -0.1113
Si  1.2845  1.3739  4.6763  0.0133  -0.0144  0.1332
Si  6.8393  1.2943  4.9405  0.0118  0.0102  -0.0644
Si  4.0517  4.1171  4.6488  0.0226  0.0056  0.1539
Si  9.533  4.0564  4.9193  -0.0009  0.0139  -0.0568
Si  1.3599  6.8636  4.9181  -0.0112  0.0084  -0.0554
Si  6.8326  6.8021  4.687  -0.0066  -0.0081  0.1228
Si  4.1088  9.5584  4.9151  -0.0083  -0.0011  -0.0646
Si  9.5675  9.5668  4.7547  0.011  0.0036  0.0753
Si  2.6089  0.0406  6.1033  0.0053  0.0334  0.0454
Si  8.2257  -0.1403  6.2852  -0.0046  0.0013  0.0097
Si  -0.0222  2.6446  6.2133  -0.0144  -0.0033  0.0077
Si  5.3706  2.7668  6.074  -0.0287  -0.0004  0.0392
Si  2.7496  5.4235  6.1562  -0.0022  0.0097  0.0024
Si  8.0886  5.4366  6.1867  0.0007  0.0197  0.0265
Si  -0.0066  8.2975  6.2408  -0.0127  0.0008  0.0249
Si  5.5676  8.1465  6.1669  0.0016  -0.0095  0.0142
Si  3.4653  1.9403  7.1845  0.0201  -0.0191  -0.0572
Si  10.0183  0.8264  7.4854  0.0208  -0.0209  -0.0111
Si  1.7626  3.6555  7.3647  0.0151  -0.0115  -0.0047
Si  6.2049  4.5205  7.3908  -0.0012  0.0085  -0.0507
Si  4.6361  6.306  7.2677  0.0209  -0.0124  -0.0177
Si  9.1623  7.1861  7.3356  -0.0097  0.0065  -0.036
Si  0.8909  10.1558  7.5302  -0.0215  -0.0014  -0.0625
Si  7.4091  8.8821  7.5068  0.0264  -0.0132  -0.0325
O  4.5729  6.6029  8.8895  -0.0196  0.0174  0.0231
O  1.3763  3.9741  8.9469  -0.012  0.0199  0.0104
O  9.7494  6.5415  8.7436  0.0148  -0.0133  0.0315
O  1.3034  10.1049  9.151  0.0316  -0.0066  0.0572
O  6.069  4.2134  9.0225  0.0033  -0.0257  0.0476
O  3.7047  1.5993  8.7642  0.0246  -0.0165  0.0696
O  7.139  8.9611  9.1492  -0.015  0.022  0.0443
O  9.6491  1.0707  9.0814  -0.0241  0.0144  0.0215
O  8.2362  2.5353  22.7455  -0.0222  0.0162  -0.0266
O  10.9886  5.5626  22.6397  -0.0099  0.0196  -0.0338
O  5.6296  0.0978  22.6341  -0.0182  0.0289  -0.0322
O  5.2948  5.4011  22.6248  0.0257  -0.0181  -0.0376
O  2.1497  2.7983  22.472  0.0114  -0.029  -0.0477
O  3.3285  7.857  22.5071  -0.0284  0.0191  -0.0472
O  8.3894  8.7435  22.402  0.0262  -0.0048  -0.048
O  -0.1666  11.2252  22.7495  0.0254  -0.0203  -0.0358
Si  2.1561  2.9732  12.8891  -0.0083  -0.0015  0.012
Si  8.6796  1.3064  10.3698  -0.0023  -0.0051  0.0095
Si  1.0636  4.501  15.3433  0.003  -0.0073  -0.01
Si  7.5422  5.577  12.1987  -0.0066  -0.0007  0.0156
Si  2.4154  8.1843  21.1969  0.0044  -0.0162  -0.0184
Si  5.4099  7.7819  12.4713  0.0069  -0.0005  0.0135
Si  9.263  0.4523  15.5011  0.007  0.0084  -0.0142
Si  2.9128  -0.0381  16.6506  0.0066  -0.0002  -0.0136
Si  10.4693  1.1584  12.6096  0.0017  -0.0038  0.0232
Si  7.7655  2.8318  21.2236  -0.0084  -0.0036  -0.0367
Si  9.1305  8.7834  14.4629  0.007  -0.0094  -0.0001
Si  1.4671  4.7781  10.3668  -0.0052  -0.0047  0.0156
Si  4.4841  9.4868  19.1219  0.0018  0.0027  -0.0362
Si  11.0752  6.1002  21.0981  0.0005  0.0125  -0.0296
Si  6.616  10.447  14.8441  0.0017  -0.0007  0.0024
Si  5.3893  0.7333  21.1579  0.0094  -0.0058  -0.0395
Si  2.3441  9.802  10.3887  -0.0091  0.0226  0.0176
Si  0.4326  10.6333  21.3735  -0.0115  -0.0003  -0.0339
Si  5.854  5.2545  21.1086  0.0062  0.0038  -0.0179
Si  3.6366  7.0831  10.1105  0.0075  -0.0105  0.0227
Si  9.0436  5.6846  14.8357  -0.0046  -0.0016  -0.0077
Si  3.6587  4.0851  19.0795  0.0018  -0.0084  -0.0307
Si  10.0326  3.6604  19.3112  -0.0034  0.0067  -0.0422
Si  4.2556  8.6683  15.357  0.0025  0.0008  -0.0132
Si  0.4532  1.9174  17.1515  -0.0031  -0.0003  -0.027
Si  6.7926  7.5332  19.2337  0.0039  0.0066  -0.0416
Si  5.258  3.6229  16.7332  -0.0017  -0.0036  -0.0257
Si  7.7827  5.0092  17.5176  0.0068  0.0084  -0.0265
Si  6.6607  9.9206  10.3846  -0.0065  0.0007  0.008
Si  4.3779  1.0458  10.1103  -0.0153  0.0146  0.0034
Si  -0.0351  9.0895  11.9074  0.004  -0.0056  0.0241
Si  9.1053  8.6338  20.9174  0.0056  0.0042  -0.0319
Si  4.5562  1.6668  14.5734  -0.0087  0.0013  -0.0035
Si  2.4484  2.0847  21.0299  -0.0115  -0.0069  -0.0263
Si  6.3283  3.3337  10.3747  0.0043  0.0087  0.0087
Si  3.4299  5.9188  16.7258  0.0015  -0.0009  -0.0235
Si  9.8767  6.5379  10.3624  0.0003  -0.0071  0.0093
O  0.1253  2.6267  18.5854  0.0081  -0.0073  0.0196
O  2.9238  9.6333  15.5796  -0.0021  -0.0014  0.0008
O  10.8635  4.803  20.1422  -0.006  -0.0201  0.0132
O  7.575  2.3996  9.9281  0.0028  0.0049  -0.0079
O  10.923  5.3469  10.812  -0.0008  -0.0012  -0.0201
O  6.5891  6.7277  12.8634  0.0003  0.0019  -0.0151
O  10.3144  8.0626  10.7845  0.0078  0.016  -0.0133
O  7.6663  9.4553  13.9983  -0.0029  0.0023  -0.0078
O  8.4071  6.211  10.9733  -0.0144  -0.0084  -0.0085
O  5.3598  10.482  20.0661  -0.0063  -0.0154  0.0166
O  2.1671  3.7401  11.4312  0.0066  -0.0133  -0.0037
O  7.9736  8.5491  19.7471  -0.0158  -0.0043  0.0126
O  6.2081  6.733  20.5397  0.003  0.0044  0.0212
O  5.512  2.7157  15.4041  -0.0001  0.0021  0.0052
O  1.3048  0.9275  20.6967  0.0054  0.0059  0.0276
O  6.0483  9.0481  11.6266  -0.0113  -0.0091  -0.0116
O  4.617  4.9893  16.1084  -0.001  0.0029  0.0077
O  6.5922  3.9046  17.6348  -0.0044  -0.0039  0.0175
O  10.5312  10.6696  11.8139  -0.0053  0.0068  -0.017
O  5.5811  0.4959  13.9866  0.0011  0.0006  -0.0069
O  8.0199  5.0852  15.9254  -0.0002  -0.0022  0.0038
O  9.7297  9.8138  15.5898  0.0008  -0.0011  0.0069
O  -0.3975  5.1507  15.1259  0.0017  -0.0008  0.0018
O  1.5753  6.8338  20.7998  0.0001  -0.0013  0.0265
O  1.5008  0.6375  17.1758  0.0016  0.0006  0.0133
O  6.5976  1.7711  20.8006  0.003  0.0029  0.0309
O  1.0134  1.796  12.8357  -0.0008  -0.0022  -0.0124
O  3.2455  5.4998  18.3231  0.0005  0.0048  0.0162
O  9.526  2.0121  11.5856  0.0078  0.003  -0.0127
O  1.0139  3.1002  16.18  -0.0006  0.0038  0.0088
O  8.5835  5.1387  13.3724  0.0058  0.002  0.0031
O  10.2805  8.5807  13.3169  -0.013  0.0026  0.0052
O  1.4441  9.3978  21.6809  -0.0009  0.0038  0.0205
O  10.0799  9.9399  20.5994  -0.003  -0.0029  0.0272
O  3.1758  0.2079  10.877  -0.0032  -0.0034  -0.016
O  5.0702  2.3579  10.8269  -0.0006  -0.0031  -0.0191
O  1.7441  4.1568  13.9159  -0.0048  0.0068  0.0044
O  7.9181  10.8627  10.8552  -0.0034  0.0045  -0.0224
O  9.1303  4.4691  18.232  -0.0074  0.0039  0.0151
O  5.6346  9.497  15.7682  0.002  -0.0003  0.0081
O  5.5303  -0.0367  9.7481  0.014  -0.0051  -0.0223
O  3.5953  2.3106  13.3901  0.0073  -0.0031  -0.0045
O  1.9748  5.6463  16.0526  -0.0005  0.0013  0.0044
O  9.7142  1.044  14.0438  -0.004  -0.0031  0.0076
O  4.387  6.9377  11.5326  0.0098  0.002  -0.0069
O  4.7534  4.483  20.213  -0.0177  -0.0078  0.0132
O  9.9491  1.342  16.6537  -0.0016  -0.0043  0.0135
O  6.6685  4.3105  11.6403  0.0057  0.0104  -0.012
O  5.5819  8.4054  18.5695  -0.0017  0.0002  0.0197
O  9.0795  2.7355  20.27  0.0152  0.0038  0.0159
O  3.6035  1.1364  15.7779  0  -0.0017  0.0076
O  4.2158  3.0754  17.8979  0.0061  0.0058  0.0113
O  9.9208  7.2229  20.8778  0.001  -0.0002  0.0281
O  3.3478  8.6593  9.811  0.0025  -0.0024  -0.0197
O  3.9329  7.4279  16.3742  -0.0021  -0.0029  0.0078
O  7.629  0.4818  15.7  -0.0006  -0.0016  0.0056
O  8.92  7.296  15.0431  -0.0008  0.0022  0.0024
O  3.931  1.4378  21.1461  0.0011  0.0028  0.0291
O  1.5925  9.1316  11.6919  -0.0098  -0.0056  -0.0101
O  2.3179  6.1496  10.158  0.0029  0.0015  -0.0192
O  7.3504  6.4587  18.1406  0.0028  -0.012  0.0128
O  7.2195  4.365  21.1255  -0.0045  0.0038  0.0288
O  4.5435  8.2346  13.7938  -0.0072  0.0041  0.0057
O  3.3354  8.6654  19.9545  0.016  0.0091  0.0105
O  2.493  3.2416  19.8682  0.0059  0.0196  0.01
O  3.7409  10.3713  17.9683  -0.0091  0.0034  0.0084

Results
free energy: -135411.141 eV
free energy less fixed offsets of As -4856.12, O -568.88, Si -635.61 eV per atom: -6.341 eV

The program warned: the cutoff lies below the one the program advises for these potential files; the exchange-correlation potential is rough where the density is thin.
